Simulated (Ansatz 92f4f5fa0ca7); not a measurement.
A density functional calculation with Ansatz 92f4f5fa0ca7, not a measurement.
Periodic cell of 189 atoms, Si117O72, from a study of silicon, its oxide and their interface. The atomic structure is a simulated model.

Settings
functional: r2SCAN
potential files: Ansatz norm-conserving
basis: plane waves
wave-function cutoff: 1300 eV
density cutoff ratio: 4
exchange-correlation grid ratio: 1
k mesh: 2 x 2 x 1, shifted by 0.5 0.5 0.5 of a step
self-consistency stop: 5e-08 eV per atom in the density residual
occupations: Fermi-Dirac, 0.05 eV
spin: none
net charge: 0

Cell vectors (angstrom)
a 11.5403 0 0
b 0 11.5403 0
c 3.9944 -0.8048 26.177

Atoms and the computed forces on them: element, x, y, z (angstrom), force x, y, z (eV/angstrom)
Si -2.3629 -2.3099 0.0333 0.0433 -0.1028 -0.1847
Si -2.4914 2.7647 0.0271 -0.0292 0.2349 -0.2347
Si -2.3757 5.992 0.2515 0.037 0.0217 -0.256
Si 1.723 -2.4628 -0.0181 0.1676 -0.2796 -0.5659
Si 1.4728 2.9437 -0.1757 -0.0112 0.1709 -0.3044
Si 1.5334 6.0357 0.4983 -0.0903 0.0027 -0.8044
Si 5.5514 -1.7993 0.5109 0.0898 0.323 -0.6988
Si 5.257 2.4996 0.0545 0.0372 0.3925 -0.1069
Si 5.2859 5.6459 0.2508 -0.0723 -0.1992 -0.4494
Si -0.3169 -1.8334 1.2026 0.0176 -0.1713 -0.2092
Si -0.454 2.3134 1.2017 0.1252 0.0884 -0.1855
Si -0.4837 5.998 1.6304 0.0756 -0.0367 -0.1847
Si 3.455 -1.9693 1.5296 0.0053 0.0034 -0.1577
Si 3.2826 2.1515 1.2898 0.1708 0.0939 -0.1122
Si 3.4621 5.9431 1.7188 0.2983 0.0487 -0.2324
Si 7.5072 -1.7863 1.6757 0.0002 -0.0748 -0.1988
Si 7.2237 2.2346 1.4356 -0.2104 0.0138 -0.2225
Si 7.2529 5.998 1.5636 -0.3643 -0.0142 -0.2577
Si -0.3723 0.2248 2.5328 -0.041 0.018 -0.291
Si -0.452 4.0171 2.8532 0.0118 0.0185 0.1177
Si -0.3966 7.9697 2.8515 -0.0182 0.0485 0.0317
Si 3.3673 0.1379 2.6605 0.1052 0.1595 -0.1072
Si 3.3911 3.9515 2.881 -0.0109 -0.1779 0.1401
Si 3.4854 7.8341 3.0285 0.0314 -0.0158 0.1971
Si 7.3666 0.2544 2.7892 0.0426 0.2249 -0.0153
Si 7.23 4.0685 2.9077 -0.0855 -0.1115 0.0936
Si 7.3065 7.8647 2.9736 -0.0055 -0.0599 0.1652
Si -2.225 0.2246 4.0766 -0.0946 0.038 0.0683
Si 9.1827 4.0296 4.2387 0.0123 -0.0447 -0.0715
Si 9.2528 7.9027 4.2624 0.0665 0.0311 0.0481
Si 1.4745 0.1811 4.0622 0.0339 -0.0496 0.0219
Si 1.4716 4.0304 4.2279 -0.0046 -0.0942 -0.0795
Si 1.4995 7.8711 4.2463 -0.0561 0.0513 0.0211
Si 5.3422 0.1897 4.0703 -0.0233 -0.0678 -0.1139
Si 5.3087 4.025 4.2638 0.0436 -0.0062 -0.1695
Si 5.4031 7.8791 4.3218 -0.0403 0.0876 -0.0109
Si 9.2419 9.8784 5.5427 -0.0587 0.0676 0.0051
Si 9.2327 2.0704 5.5379 0.0804 -0.0021 -0.0042
Si 9.2304 5.964 5.5896 0.0456 -0.0526 -0.026
Si 1.5045 9.8248 5.5362 -0.0487 -0.0287 -0.025
Si 1.4956 2.0677 5.5023 -0.0376 0.0797 -0.1114
Si 1.4869 5.9602 5.5943 -0.0105 0.0342 0.0222
Si 5.3668 9.8503 5.5606 0.0122 -0.1141 0.0126
Si 5.3378 2.0557 5.516 0.0689 0.059 0.0001
Si 5.3463 5.9574 5.6231 -0.0315 0.0217 0.1036
Si -0.3941 9.8332 6.9396 0.0206 -0.0698 0.0401
Si -0.386 2.0824 6.8964 0.0461 0.0288 -0.0215
Si -0.4134 5.9568 6.9667 -0.034 -0.0371 0.0537
Si 3.4288 9.7897 6.9198 0.0133 0.0401 0.035
Si 3.4129 2.0782 6.8653 -0.0197 0.0232 0.0031
Si 3.4115 5.9921 6.9565 0.0314 0.0086 0.0472
Si 7.3015 9.8435 6.9168 -0.0249 0.0872 -0.0003
Si 7.2735 2.0574 6.8578 -0.0646 -0.0353 -0.0662
Si 7.2965 5.9848 6.9342 0.0362 -0.0411 0.0222
Si -0.3027 0.2103 8.3002 -0.1316 0.0406 0.066
Si -0.3891 3.9953 8.2545 0.0209 0.094 0.0555
Si -0.4798 7.893 8.3216 0.1506 -0.0025 -0.056
Si 3.4301 0.1793 8.2417 0.0161 0.0169 0.0026
Si 3.4203 4.0196 8.211 -0.0231 -0.0989 0.0121
Si 3.4095 7.8913 8.381 -0.0441 0.0164 0.0972
Si 7.2129 0.204 8.2903 0.0733 -0.1153 0.0728
Si 7.2725 4.0012 8.1759 0.0861 0.0843 0.0435
Si 7.3558 7.915 8.3168 -0.179 -0.014 -0.0601
Si 9.2229 0.2007 9.4825 0.0213 -0.0375 -0.2673
Si 9.1802 4.045 9.5341 -0.0731 -0.0135 -0.2538
Si 9.2158 7.8917 9.8137 -0.0286 -0.0319 0.2132
Si 1.6396 0.1661 9.7259 0.0701 -0.04 0.0337
Si 1.5389 3.9807 9.6122 0.0281 0.0308 -0.2019
Si 1.3843 7.8707 9.7253 -0.0435 -0.0286 -0.0288
Si 5.2538 0.222 9.692 -0.0597 -0.0547 0.0826
Si 5.3578 4.0047 9.5317 0.0175 0.0562 -0.2369
Si 5.4418 7.9336 9.6732 0.1129 0.034 0.0148
Si 9.2559 10.0029 10.9928 0.0342 0.1743 0.1244
Si 9.1852 2.1022 10.7731 0.1388 -0.0395 0.3064
Si 9.154 5.789 11.0967 0.0374 -0.0299 0.2044
Si 1.4923 9.78 11.1304 -0.092 0.0002 0.2313
Si 1.705 2.1382 11.0575 0.2002 0.1997 0.348
Si 1.383 5.8504 11.0113 -0.1852 -0.1229 0.23
Si 5.3449 9.8514 11.0964 -0.0158 0.0008 0.1491
Si 5.3064 2.2088 11.0223 -0.2129 0.1625 0.149
Si 5.4161 5.8963 10.8841 0.1037 -0.0467 0.1846
Si -0.4457 10.4867 12.4362 0.0674 0.1896 0.552
Si -0.3922 2.0136 12.0083 -0.1625 0.0166 0.7181
Si -0.5051 5.057 12.3896 0.0992 -0.1078 0.6964
Si 3.428 9.1581 12.3964 0.0286 -0.2277 0.4113
Si 3.5776 2.9138 12.5831 0.1087 -0.1578 0.3465
Si 3.4337 5.9903 12.0896 0.0511 0.1083 0.6286
Si 7.3467 10.4908 12.2612 -0.0529 0.1636 0.0998
Si 7.3153 2.1542 12.1727 -0.0326 -0.0712 0.3544
Si 7.1947 5.3747 12.4184 -0.0847 -0.2297 0.17
Si 7.6159 -3.6143 14.2466 -0.0479 0.1385 -0.1218
Si 9.4934 6.99 24.2938 -0.0716 -0.1332 0.0573
Si 2.1979 3.7588 17.3718 -0.1455 0.2564 -0.1624
Si 9.0342 6.2551 17.5776 0.03 -0.0439 0.2235
Si 2.9244 10.2918 15.2849 -0.1213 -0.0518 0.3449
Si 8.0416 5.5923 20.3206 0.0219 -0.0085 -0.0253
Si 0.9418 10.9376 24.2314 0.1595 -0.0682 0.0605
Si 5.781 7.5172 21.3713 -0.0317 0.093 -0.0928
Si 14.23 0.2496 21.7995 0.0669 -0.1885 -0.2582
Si 7.1199 8.387 17.1184 -0.1606 -0.0262 0.3814
Si 4.887 2.2402 22.9913 -0.0667 0.0252 -0.2091
Si 4.5976 2.6324 18.1806 0.2071 0.0297 0.1398
Si 1.8237 5.013 21.0225 -0.0678 0.0459 -0.0602
Si 7.2601 8.9718 23.5368 -0.1038 -0.0994 -0.3532
Si 10.7411 6.4121 21.6752 0.0548 -0.0011 -0.2296
Si 11.9848 8.532 19.6755 -0.1379 0.0585 0.0862
Si 3.5078 1.8371 15.5703 -0.2096 0.0412 0.1964
Si 15.9192 5.0548 22.2109 0.0463 0.1302 -0.1124
Si 11.4875 9.2374 15.3387 0.0492 -0.0257 0.1844
Si 9.3964 10.9935 24.446 -0.1751 -0.0148 -0.0468
Si 10.3656 6.5803 15.0843 0.1704 -0.057 0.1991
Si 9.8772 9.1384 17.8559 0.1077 0.0991 0.1263
Si 2.184 2.2175 19.7641 -0.1406 -0.0604 0.1466
Si 3.3732 9.3419 20.3059 0.0765 0.1055 -0.0393
Si 15.6806 -2.8773 17.5877 0.0563 -0.0238 0.183
Si 2.0739 6.4967 18.2163 0.0951 0.0076 -0.0737
Si 6.058 3.3611 20.5509 0.1467 0.0592 -0.0656
O 1.2793 12.327 25.0396 0.0337 0.1361 -0.0426
O 8.1572 7.626 23.6503 0.1217 0.105 0.1604
O 1.429 9.5926 25.0425 -0.0685 -0.1132 -0.0363
O -2.4358 4.4103 -0.5006 0.0116 0.0103 0.5077
O 1.736 0.9062 20.6204 0.3061 0.0981 0.1167
O 2.0937 3.4331 20.8323 0.0992 0.0423 -0.1524
O 1.7381 11.0184 22.8369 -0.0969 0.0852 0.2585
O 2.2191 5.8507 19.6961 -0.1057 -0.0651 -0.0376
O 1.5818 7.4457 -0.4253 0.0725 0.3189 0.6223
O 10.7019 6.833 23.2337 -0.1975 0.0164 0.0395
O 15.1146 1.3887 22.5425 0.0945 0.0503 0.0392
O 5.1447 1.8425 -1.4743 0.1588 -0.1355 0.3986
O 6.884 6.78 20.3694 0.0184 -0.1382 0.2209
O 5.1006 6.3926 -1.1991 0.1959 0.2015 0.2577
O 10.8991 10.7877 23.8673 -0.0451 0.0297 0.2072
O 2.9918 11.8541 15.6882 0.1618 0.0352 -0.2
O 5.2995 6.3779 22.4533 -0.0412 -0.1101 -0.1558
O 10.9543 5.7309 13.8729 -0.0745 -0.0312 -0.241
O -0.4927 3.4438 12.8749 0.1112 0.4034 -0.7597
O 3.7303 4.0048 17.9345 -0.1354 -0.4648 -0.0755
O 14.9917 7.179 17.6694 -0.1903 0.1593 0.07
O 3.344 10.1056 13.737 0.005 -0.2898 -0.0807
O 4.4287 8.1302 20.6609 0.0087 0.009 0.0843
O 3.8876 2.1287 14.0187 -0.1229 0.3189 -0.3143
O 10.9929 9.6559 13.8517 0.0685 0.2162 -0.1923
O 3.5091 4.5491 12.9948 -0.0328 -0.3595 -0.5802
O 7.5673 9.176 13.2228 -0.0677 -0.0942 0.3908
O 7.2771 3.7357 12.94 -0.0208 0.05 -0.5191
O 5.7255 8.5602 17.8926 0.0435 -0.0002 -0.2845
O 8.2455 9.3937 17.8053 0.0773 -0.3611 -0.2295
O 9.1415 7.5479 14.6329 -0.1304 -0.0398 -0.0199
O 3.6715 1.7759 19.2306 -0.0435 0.3062 -0.1864
O 3.4758 7.5149 12.864 -0.0911 0.2826 -0.6677
O 14.3684 5.5352 22.1865 0.1538 -0.273 -0.1183
O 1.384 2.7897 18.4402 0.4115 0.0793 0.0524
O 3.547 9.6522 18.7247 -0.017 -0.2319 -0.0139
O 6.9936 6.5367 13.6162 0.1858 -0.1512 -0.0818
O 0.9984 7.6969 18.3814 0.0604 -0.0437 0.1514
O 8.7581 5.3272 18.8683 -0.0773 0.2137 -0.0287
O 9.9615 7.5184 17.9882 -0.2227 0.0265 -0.1358
O -0.4473 12.1168 12.8904 0.1414 -0.2871 -0.7201
O 6.4712 8.7893 22.1221 0.0889 -0.1404 0.3362
O 6.8657 -2.956 15.5312 0.1724 -0.2062 -0.1079
O 3.9206 9.368 16.1593 -0.131 0.0694 -0.0673
O 11.5555 7.6149 15.494 -0.2826 0.0334 -0.1216
O -2.3673 7.5949 -0.4606 -0.1042 -0.1611 0.4064
O 5.9352 2.2116 21.7139 -0.2795 0.2296 0.0896
O 9.8147 5.6002 16.2989 -0.005 0.456 -0.1626
O 1.5871 5.2695 17.2277 0.1965 -0.1742 0.2485
O 2.3299 2.9178 15.9811 0.2855 -0.1141 0.1677
O 1.4138 9.8293 15.602 0.0681 -0.0179 -0.1939
O 15.2409 -0.8763 21.1793 -0.3012 0.077 0.0447
O 5.9948 2.856 18.9859 -0.3739 0.0251 0.1543
O 2.1869 -1.6705 -1.4126 -0.1271 -0.2784 0.2455
O 7.3272 12.0891 12.8936 -0.0564 0.0285 -0.5875
O 11.8191 5.2204 21.4498 0.0546 0.2261 -0.0407
O 7.5684 6.8229 17.1992 0.2477 0.2905 -0.0344
O 1.7686 9.0443 20.4885 0.0198 -0.0509 -0.1671
O 9.2976 10.4037 25.9604 0.0986 -0.2072 -0.0301
O 7.445 4.1579 20.7719 -0.2343 0.0834 -0.0976
O 5.4351 13.1674 24.4008 0.0181 0.2337 0.5438
O 9.2377 5.9412 21.3366 0.0606 0.0624 -0.0187
O 8.2507 10.2777 23.515 0.1729 -0.0041 0.3291
O 4.5438 3.8261 23.2636 -0.0164 -0.0548 -0.2028
O 11.1553 7.662 20.7513 0.0485 -0.1788 0.0453
O 16.3692 4.4253 20.7576 0.0852 -0.079 0.2768
O 10.0371 7.9588 25.457 -0.2373 0.0648 0.2005
O 5.3385 4.1026 -0.2805 -0.0601 -0.1994 0.3942
O 4.7294 1.9658 16.6887 -0.2945 0.1494 -0.0336
O 10.4644 9.7818 16.4825 0.0551 -0.3055 -0.0587
O 10.8778 9.619 19.0826 0.0463 -0.3617 -0.2203
O 1.6202 4.5954 -0.3315 -0.1145 -0.3424 0.2191

Results
free energy: -47208.004 eV
free energy less fixed offsets of O -463.61, Si -117.95 eV per atom: -27.934 eV
pressure: -2.17 GPa
stress xx, yy, zz, yz, xz, xy (GPa, positive in tension): 0.88, 4.26, 1.35, 0.01, -0.03, -0.13
